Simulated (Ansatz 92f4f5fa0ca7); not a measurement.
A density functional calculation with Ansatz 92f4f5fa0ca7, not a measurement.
Periodic cell of 256 atoms, Si144O112, from a study of silicon, its oxide and their interface. The atomic structure is a simulated model.
Doubt: the cutoff is far below the 930 eV that the study's wrapper takes by default for these files, so forces and energies are approximate.

Settings: functional PBE; potential files Ansatz PAW; basis plane waves; wave-function cutoff 580 eV; density cutoff ratio 5; exchange-correlation grid ratio 1; k mesh 1 x 1 x 1, Gamma-centred; self-consistency stop 5e-08 eV per atom in the density residual; occupations fixed; spin none; net charge 0.

Cell vectors (angstrom)
a, 10.938, 0, 0
b, 0, 10.938, 0
c, -0.3025, 0.4303, 36.7823

Atoms and the computed forces on them: element, x, y, z (angstrom), force x, y, z (eV/angstrom)
Si, 1.3063, -1.1836, 29.1225, 0.0771, -0.0371, -0.1397
Si, 3.9832, 1.5727, 29.3119, 0.1748, -0.0619, -0.4003
Si, 0.9005, 4.7407, 29.3123, -0.0866, 0.1052, -0.2665
Si, 3.6714, -3.2589, 29.2807, -0.0005, -0.1299, -0.1946
Si, -4.7762, -0.6285, 29.4747, 0.1216, -0.0698, -0.4179
Si, -1.8441, 1.8821, 29.3393, -0.2031, -0.02, -0.2375
Si, 6.8592, 4.1278, 29.2494, 0.0839, -0.0689, -0.3979
Si, -1.3427, -3.9834, 29.2425, -0.0547, -0.0529, -0.1755
Si, 2.3982, 0.3929, 30.5854, -0.0479, -0.0471, -0.21
Si, 5.1866, 3.136, 30.6253, 0.0122, 0.0462, -0.1821
Si, 2.517, -4.9973, 30.5453, -0.0029, 0.1945, -0.1844
Si, 5.0625, -2.1936, 30.8185, 0.1168, -0.0146, -0.0852
Si, -3.0435, 0.4035, 30.695, -0.0595, 0.0429, -0.1493
Si, -0.273, 3.1397, 30.6121, -0.0966, 0.1184, -0.1268
Si, 7.9075, 5.8673, 30.5301, 0.0158, -0.0518, -0.0541
Si, -0.2561, -2.3265, 30.5438, 0.0273, -0.0431, -0.1092
Si, 1.0697, 1.7809, 31.966, 0.0364, 0.0237, 0.1447
Si, 3.8248, 4.5502, 31.9556, -0.0471, -0.1058, 0.0638
Si, 1.1025, -3.6723, 31.9689, 0.017, -0.0463, -0.0192
Si, 3.7132, -0.864, 32.0878, -0.0667, 0.0348, 0.1442
Si, 6.5315, 1.7898, 32.0292, 0.0302, -0.0153, 0.0796
Si, 9.2682, 4.5229, 31.979, -0.0496, -0.003, 0.0141
Si, 6.5263, 7.2683, 31.9601, 0.1003, -0.0941, -0.0001
Si, -1.6442, -0.9821, 31.9716, 0.0818, -0.0133, 0.0178
Si, -0.3025, 0.4303, 33.3641, 0.0194, -0.1295, -0.2203
Si, 2.432, 3.1648, 33.3641, 0.1181, 0.0242, -0.3742
Si, -0.3025, 5.8993, 33.3641, 0.1017, 0.0173, -0.2454
Si, 2.432, -2.3042, 33.3641, -0.3348, -0.0493, 0.4122
Si, 5.1665, 0.4303, 33.3641, -0.113, 0.2505, 0.4646
Si, 7.901, 3.1648, 33.3641, 0.024, 0.0891, 0.0919
Si, 5.1665, 5.8993, 33.3641, 0.132, 0.0259, -0.1666
Si, 7.901, -2.3042, 33.3641, 0.0824, -0.2383, -0.209
Si, 1.3673, -1.3673, 3.418, -0.005, -0.014, 0.2802
Si, 4.1018, 1.3673, 3.418, -0.0003, 0.0109, 0.2381
Si, 1.3673, 4.1018, 3.418, -0.0411, 0.14, -0.2959
Si, 4.1018, -4.1018, 3.418, 0.0391, -0.1416, -0.2566
Si, 6.8362, -1.3673, 3.418, -0.0389, -0.0309, -0.414
Si, -1.3673, 1.3673, 3.418, 0.007, 0.0537, -0.3462
Si, 6.8362, 4.1018, 3.418, -0.0149, 0.0246, 0.3664
Si, -1.3673, 6.8362, 3.418, 0.0127, -0.0162, 0.3386
Si, 2.7362, 0.0012, 4.815, 0.0005, 0.0007, -0.0412
Si, 5.4599, 2.7353, 4.8273, 0.0047, 0.0217, -0.0167
Si, 2.723, 5.4765, 4.7678, -0.0038, -0.0082, 0.0161
Si, 5.4933, -2.7593, 4.7393, 0.0037, -0.0013, -0.0834
Si, -2.7298, -0.0095, 4.7339, -0.011, 0.0009, -0.0405
Si, -0.027, 2.7691, 4.7422, -0.0133, 0.0186, -0.0856
Si, 8.2032, 5.4731, 4.8382, -0.0011, -0.0126, -0.0907
Si, 0.004, -2.737, 4.8303, 0.0094, -0.0241, -0.0319
Si, 1.3047, 1.4212, 6.0963, 0.0347, -0.0544, 0.1651
Si, 4.0468, 4.1246, 6.1788, 0.029, -0.0171, 0.2265
Si, 1.3975, -4.1161, 6.2015, -0.0279, 0.0318, 0.2229
Si, 4.1482, -1.4333, 6.1034, -0.0322, 0.0559, 0.1564
Si, -4.0508, 1.3317, 6.1258, -0.0595, 0.0353, 0.2361
Si, -1.3358, 4.1043, 6.1905, 0.024, 0.0105, 0.1672
Si, 6.8257, -4.0671, 6.1815, -0.0448, -0.0255, 0.1821
Si, -1.4196, -1.3558, 6.1422, 0.0665, -0.0127, 0.2517
Si, -0.2965, 0.2941, 7.411, -0.0578, 0.0577, 0.2946
Si, 2.4064, 2.9709, 7.493, -0.0663, 0.0634, 0.227
Si, 0.2551, -5.7035, 7.5721, 0.0921, -0.0522, 0.2664
Si, 3.0147, -2.9513, 7.5259, 0.0982, -0.0601, 0.2512
Si, 5.7794, -0.3372, 7.396, 0.0496, -0.0257, 0.3129
Si, -2.4792, 2.4875, 7.4844, 0.0727, -0.1562, 0.3135
Si, 5.1865, 5.7607, 7.4819, -0.0627, -0.0002, 0.2625
Si, -2.9484, -2.51, 7.5669, -0.0768, 0.1422, 0.2433
Si, 1.0648, -0.937, 34.7313, -0.0506, -0.1179, 0.039
Si, 3.7993, 1.7975, 34.7313, 0.1422, 0.0405, 0.0435
Si, 1.0648, 4.532, 34.7313, -0.0327, 0.0166, -0.0509
Si, 3.7993, 7.2665, 34.7313, -0.0015, 0.0508, -0.0362
Si, 6.5338, -0.937, 34.7313, -0.0641, 0.0082, -0.0428
Si, -1.6697, 1.7975, 34.7313, -0.0414, 0.0149, -0.045
Si, 6.5338, 4.532, 34.7313, 0.0299, -0.0098, -0.0076
Si, -1.6697, 7.2665, 34.7313, -0.0057, 0.0026, -0.0116
Si, 2.432, 0.4303, 36.0986, -0.0191, 0.0145, -0.0469
Si, 5.1665, 3.1648, 36.0986, -0.0673, 0.0111, -0.018
Si, 2.432, 5.8993, 36.0986, 0.0285, -0.0165, -0.0109
Si, 5.1665, -2.3042, 36.0986, 0.0218, -0.0332, -0.0066
Si, -3.037, 0.4303, 36.0986, 0.0246, -0.0014, -0.0111
Si, -0.3025, 3.1648, 36.0986, 0.0122, -0.0255, -0.0083
Si, -3.037, 5.8993, 36.0986, -0.0029, -0.0249, -0.0323
Si, -0.3025, -2.3042, 36.0986, -0.0008, 0.083, -0.0156
Si, 1.3673, 1.3673, 0.6835, 0.029, -0.0353, 0.0207
Si, 4.1018, 4.1018, 0.6835, 0.0713, -0.0302, 0.018
Si, 1.3673, 6.8362, 0.6835, -0.053, 0.0248, 0.0066
Si, 4.1018, -1.3673, 0.6835, -0.0145, 0.0493, 0.0096
Si, 6.8362, 1.3673, 0.6835, -0.047, 0.0445, 0.004
Si, -1.3673, 4.1018, 0.6835, -0.03, 0.0331, 0.0194
Si, 6.8362, -4.1018, 0.6835, 0.0327, -0.01, 0.0292
Si, -1.3673, -1.3673, 0.6835, 0.0022, -0.0699, 0.0252
Si, 0, 0, 2.0507, -0.0125, 0.0613, 0.0074
Si, 2.7345, 2.7345, 2.0507, -0.0177, 0.033, 0.02
Si, 0, 5.469, 2.0507, 0.0614, -0.0327, 0.0025
Si, 2.7345, -2.7345, 2.0507, 0.0352, -0.0212, 0.0182
Si, 5.469, 0, 2.0507, 0.0376, -0.042, 0.0112
Si, 8.2035, 2.7345, 2.0507, 0.0134, -0.0837, 0.0084
Si, 5.469, 5.469, 2.0507, -0.0853, 0.0047, 0.0031
Si, 8.2035, -2.7345, 2.0507, -0.0291, 0.0673, 0.0115
Si, 3.3201, -1.1631, 16.3067, 0.0581, 0.0137, -0.1515
Si, 2.3881, 4.1984, 17.5126, 0.0165, -0.0066, -0.1491
Si, 6.4906, 3.7943, 9.5875, 0.044, 0.0642, -0.0443
Si, -2.4307, -0.2062, 15.5386, -0.0588, 0.0122, -0.1958
Si, -1.3969, -1.5916, 24.5764, 0.006, 0.0187, -0.2173
Si, 2.7195, 3.4064, 27.0791, -0.0102, -0.0376, -0.1499
Si, -2.0876, 1.3839, 13.2143, -0.0626, 0.0335, -0.161
Si, 1.5161, 2.9065, 22.1584, -0.0192, 0.0414, 0.1908
Si, 0.6768, 2.6824, 25.0495, -0.2156, 0.1416, -0.2083
Si, 0.9561, 4.952, 14.7102, 0.0229, -0.0934, -0.0942
Si, 2.9983, 1.8469, 15.864, -0.0741, 0.0964, -0.2316
Si, 7.3627, 4.05, 12.5789, 0.1249, -0.0216, 0.1607
Si, 0.2697, 4.6161, 19.8988, 0.0976, -0.0351, 0.2412
Si, 1.1746, -1.4807, 9.6456, 0.0187, 0.1104, 0.0198
Si, 6.7902, -0.4424, 23.4318, 0.0193, 0.0659, 0.1319
Si, 2.6562, 0.2616, 11.8302, -0.0174, 0.0394, 0.2211
Si, 3.3934, -4.5115, 14.1027, 0.0405, -0.0184, -0.1175
Si, -1.2528, -4.1546, 15.4648, -0.0654, -0.0166, -0.2551
Si, 4.3296, -1.7102, 13.5595, 0.0487, 0.1046, -0.1795
Si, 4.7214, -5.1489, 16.7384, -0.0179, -0.0717, -0.1938
Si, 1.5667, -1.8487, 23.2053, -0.0363, 0.0382, 0.1542
Si, -2.4817, -3.7872, 26.3693, 0.1184, -0.2252, -0.4143
Si, 0.9467, 2.0639, 13.6257, 0.0007, -0.0172, -0.1516
Si, 3.5139, -1.6467, 19.3525, 0.0067, 0.0429, 0.1113
Si, 1.9169, -3.9545, 20.9013, 0.046, -0.0073, 0.2488
Si, 5.5295, -4.638, 24.0904, 0.04, 0.1721, -0.0104
Si, 4.2792, 1.489, 9.5263, -0.0409, -0.1132, 0.0004
Si, 1.8574, 0.2296, 20.863, 0.0207, -0.0502, 0.232
Si, 5.7452, -2.5311, 27.2223, -0.1032, 0.1314, -0.12
Si, -2.9317, -4.8102, 22.5596, -0.0545, -0.0302, 0.2343
Si, 6.8121, 2.4858, 24.4502, 0.1199, -0.048, -0.0553
Si, -2.2959, -4.0122, 12.6162, -0.2139, 0.0833, 0.0872
Si, 4.2835, -1.9582, 24.7674, 0.0193, -0.0345, -0.2529
Si, -2.6852, 3.557, 19.0288, -0.0704, 0.0244, 0.1529
Si, 7.5042, -4.7021, 17.7073, 0.0274, 0.0391, -0.0774
Si, -1.0107, -3.7778, 9.7885, 0.0004, -0.0377, -0.0288
Si, 7.8634, 0.645, 18.3353, -0.0243, -0.0958, -0.0087
Si, -1.8076, 4.5083, 24.9499, -0.0523, -0.0872, -0.1698
Si, 3.8583, 4.7416, 21.8751, -0.0478, -0.0076, 0.1366
Si, 0.2584, -1.5924, 16.4362, -0.0605, 0.0094, -0.1408
Si, 7.3678, -1.2682, 13.0329, 0.0101, 0.0162, -0.1307
Si, 6.4739, 3.7186, 21.4674, 0.0245, 0.078, 0.3022
Si, -2.2832, -3.0189, 20.2192, -0.1293, -0.0204, 0.2087
Si, -0.4603, 0.3027, 26.8893, -0.0348, 0.0582, -0.0074
Si, -0.4674, -0.8589, 19.3277, -0.0407, -0.0431, 0.0747
Si, 5.4791, 4.2634, 26.3973, 0.1131, -0.113, -0.3188
Si, 4.9087, 3.8961, 14.4654, 0.0553, -0.0896, -0.1046
Si, 6.3324, -0.8214, 20.4249, 0.0729, -0.0015, 0.2569
O, 7.8758, -5.4027, 13.0583, -0.0143, -0.0213, -0.0105
O, -1.3396, -0.6421, 25.9003, 0.0114, 0.0805, 0.2134
O, 5.3934, 4.5511, 15.8829, -0.0396, 0.0952, 0.1423
O, 6.9013, -3.9939, 23.4648, -0.0295, -0.0958, -0.0606
O, 1.7764, -1.5046, 15.8322, -0.0959, -0.0247, 0.062
O, -1.4577, -4.3347, 11.2577, 0.0827, -0.0131, -0.2168
O, 4.4552, -3.5527, 24.5705, -0.0251, -0.0678, 0.0269
O, -1.8128, -0.0553, 19.0344, 0.0123, 0.0483, -0.0023
O, 2.7395, 3.8511, 22.6444, 0.0297, 0.0112, -0.0508
O, 5.1661, 0.5198, 28.7857, -0.1246, 0.0037, 0.5993
O, 4.1003, -4.0761, 8.1337, 0.0107, -0.0223, -0.637
O, 6.6244, -1.5343, 28.1674, 0.0277, 0.1219, 0.2054
O, 4.697, -1.6367, 26.3125, 0.1358, -0.0857, 0.189
O, -2.9306, 3.008, 28.8098, -0.0307, 0.1179, 0.4245
O, 7.1383, 5.2001, 21.5613, -0.0201, -0.0637, -0.1568
O, -2.2508, 5.5459, 26.127, -0.0652, 0.1173, 0.1735
O, 5.7408, -1.2218, 12.898, -0.0202, -0.0056, 0.0791
O, 2.8895, 2.674, 17.2667, 0, -0.0056, 0.1119
O, 3.2917, 2.1152, 27.9017, 0.0256, -0.0163, 0.2898
O, 6.1905, 3.4941, 13.5614, -0.0318, 0.0007, 0.0024
O, 7.4673, -1.9638, 20.4583, 0.0027, 0.0057, -0.0948
O, 1.5601, 1.6191, 15.0843, 0.0266, 0.0171, 0.1206
O, 0.6821, -0.5406, 27.7188, 0.0675, -0.0954, 0.213
O, 3.207, -0.6546, 13.0507, -0.0197, 0.0005, -0.0109
O, 3.8903, 0.8131, 10.9423, 0.1336, 0.1138, -0.2504
O, 4.7466, 5.404, 23.0255, 0.0502, -0.0357, -0.0409
O, 2.8538, -0.1895, 19.6609, 0.0274, 0.0147, -0.0869
O, 1.3481, 4.0973, 8.1446, -0.0008, 0.0038, -0.5954
O, 2.4677, -2.2896, 28.6219, -0.0204, 0.061, 0.445
O, 6.3278, 4.5382, 27.7458, 0.022, 0.018, 0.3793
O, 2.7013, -1.7099, 24.4047, 0.0381, 0.0056, 0.0399
O, 5.9231, 5.0922, 8.7926, 0.0116, 0.0024, -0.1385
O, 0.1728, 1.4158, 25.9061, 0.0367, -0.0642, 0.093
O, 6.8716, -1.3904, 8.1232, -0.0351, 0.0118, -0.6659
O, 4.934, -1.6325, 20.1668, -0.0479, -0.0236, -0.0576
O, -2.7217, 3.1551, 24.9467, 0.0116, 0.0076, 0.0199
O, 5.3464, 2.6723, 9.7313, 0.0058, -0.0003, 0.075
O, 6.5552, 0.3034, 19.255, 0.0178, 0.0941, -0.113
O, 6.4908, 2.9904, 22.9288, -0.0327, 0.0497, -0.123
O, -1.9257, 5.2512, 23.495, -0.0062, 0.0083, -0.0448
O, 7.787, -1.347, 14.6129, 0.0293, 0.0091, 0.1492
O, 8.1346, 0.0894, 12.4235, 0.0036, -0.0097, 0.1424
O, 7.6446, -0.0854, 16.8984, -0.032, 0.0311, 0.1325
O, 7.4675, 4.6701, 18.1472, 0.0104, -0.0488, -0.0327
O, 3.8902, -3.2547, 13.1723, -0.0332, -0.0649, 0.1024
O, 5.9248, -4.3078, 17.457, -0.0074, 0.0128, 0.0439
O, -2.5514, 1.2399, 14.7765, 0.045, -0.0435, 0.1155
O, 3.8706, -4.2559, 15.6556, 0.0282, 0.0212, 0.0814
O, 2.1609, 3.0181, 25.6029, 0.1689, 0.0193, 0.2421
O, 1.6561, -0.692, 10.9783, -0.1068, -0.1572, -0.26
O, -0.2904, -3.123, 16.2796, 0.0675, 0.0428, 0.1022
O, 4.9091, 3.8504, 20.9798, 0.0112, -0.0141, -0.0848
O, 4.0179, 2.5649, 14.7875, 0.012, -0.0043, 0.0647
O, 4.946, 0.3078, 8.6448, -0.0263, 0.034, -0.0292
O, 0.111, -2.6342, 10.0473, -0.0086, -0.0095, 0.0369
O, -0.4581, 1.3299, 13.2336, 0.0046, -0.0273, 0.0357
O, 6.4941, -0.0575, 21.8703, -0.0605, -0.0587, -0.2698
O, -0.2247, 5.8253, 28.7489, -0.0058, 0.0294, 0.4624
O, -1.8945, -3.3547, 27.8195, 0.13, 0.0357, 0.3553
O, -0.3852, -5.03, 8.9434, 0.0196, -0.0461, -0.214
O, 4.3894, -1.6478, 15.1788, -0.0242, -0.0404, 0.1785
O, 2.0352, -0.6762, 22.1934, 0.017, 0.0637, -0.1241
O, 6.8847, -3.3118, 26.3469, -0.1226, 0.0135, 0.0101
O, 0.7656, 2.2885, 23.465, 0.0155, -0.0061, 0.0383
O, 7.4182, 3.0156, 20.3451, 0.056, -0.0204, -0.1464
O, 3.6441, 5.2047, 17.8352, 0.0344, 0.0172, 0.0375
O, 3.6956, -1.8362, 17.7452, 0.006, -0.0337, 0.0438
O, 3.5538, 0.4334, 16.3824, 0.0235, -0.0416, 0.08
O, -1.4548, -3.5773, 13.9457, 0.0575, 0.0004, 0.0901
O, -0.8518, -2.2867, 19.9991, 0.0384, 0.026, -0.0608
O, -2.6816, -1.1892, 23.6181, -0.0016, 0.0128, 0.0578
O, 2.4356, -2.1724, 8.8671, -0.0003, -0.0416, -0.1545
O, 0.4609, -0.3833, 8.6912, 0.0043, -0.0094, -0.0723
O, -2.6576, 2.2065, 18.1099, 0.013, -0.0046, -0.0059
O, 5.4161, -1.2325, 23.8418, -0.0289, 0.0072, 0.0214
O, 4.0705, 5.0155, 13.604, -0.0276, 0.0482, 0.0489
O, 1.3032, 4.2127, 18.7069, -0.0096, -0.0221, -0.0061
O, -0.8502, -0.5941, 15.749, 0.0834, -0.048, 0.108
O, 4.8005, -3.5872, 28.0745, -0.2895, -0.0098, 0.1898
O, -2.2673, -3.1562, 8.935, -0.0386, 0.0076, -0.1834
O, 1.5987, -3.2771, 22.3789, 0.0178, -0.0672, -0.1331
O, 1.7625, -4.7337, 14.0039, 0.0249, 0.0204, 0.0218
O, 1.5235, 4.1007, 27.9287, -0.0101, -0.027, 0.1768
O, -2.4711, 2.8385, 12.5894, -0.056, 0.0597, -0.0155
O, 7.7938, 3.173, 8.8309, -0.0123, 0.0325, -0.1577
O, 1.9392, 1.5928, 12.4262, 0.0336, -0.0333, 0.0003
O, 0.4547, 3.7318, 21.2553, -0.0524, 0.0638, -0.1631
O, -0.5277, 5.3443, 15.2351, 0.0008, -0.0012, 0.065
O, 0.324, 0.0864, 20.3691, -0.0633, -0.0024, -0.0936
O, 1.7833, 4.5914, 16.0543, 0.023, 0.0086, 0.1014
O, 0.5999, -4.752, 20.299, -0.0299, -0.0079, -0.075
O, 0.0481, -1.5892, 23.7864, 0.0358, -0.0141, -0.0152
O, 5.7007, 2.8272, 25.6118, -0.0528, 0.1226, 0.1543
O, -2.0597, -3.8442, 21.6083, 0.0435, 0.0365, -0.1769
O, -0.2847, 3.998, 25.2024, 0.1269, -0.0564, 0.0742
O, 2.1848, 1.7556, 21.2465, 0.0382, -0.0315, -0.1221
O, 6.921, 0.8754, 24.3751, -0.0224, 0.0254, 0.0052
O, -1.2429, 4.2552, 19.3982, -0.0333, -0.0169, -0.053
O, -1.6617, -3.0956, 25.1365, -0.0528, -0.0734, 0.1791
O, 0.8187, 3.6987, 13.6643, 0.0139, 0.0796, 0.113
O, 3.1178, 5.8818, 21.0022, -0.0382, 0.0389, -0.1343
O, -2.6212, -4.4147, 16.3115, -0.0538, -0.023, 0.1175
O, 2.4863, -2.7998, 19.8988, 0.0289, -0.0124, -0.0953
O, -1.3823, 1.3766, 8.0975, 0.0225, -0.0071, -0.7037
O, 6.8865, 4.3006, 11.0613, -0.0413, 0.0004, -0.1931
O, 3.9233, 4.4561, 26.8064, -0.0874, 0.0973, 0.1175
O, 5.9697, 5.3486, 25.3089, -0.0406, -0.0938, 0.112
O, 0.4105, -1.1608, 17.9979, 0.0267, 0.0088, 0.0119
O, -2.708, -3.8784, 18.9059, 0.0006, -0.0106, -0.0612
O, 7.7581, -2.6682, 12.2741, 0.0792, -0.0671, 0.0277
O, 2.9628, 2.1185, 8.7954, 0.0101, 0.0234, -0.1134
O, -1.3991, 1.0481, 27.9887, 0.05, 0.0731, 0.1715

Results
free energy: -155247.390 eV
free energy less fixed offsets of O -568.88, Si -635.61 eV per atom: -4.990 eV

The program warned: the cutoff lies below the one the program advises for these potential files; the forces do not sum to zero within the program's tolerance; the exchange-correlation potential is rough where the density is thin.
